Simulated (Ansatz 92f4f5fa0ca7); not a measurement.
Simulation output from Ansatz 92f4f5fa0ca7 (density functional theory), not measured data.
Periodic cell of 210 atoms, Si128O78B4, from a study of silicon, its oxide and their interface. The atomic structure is a simulated model.

Settings: functional PBE; potential files Ansatz PAW; basis plane waves; wave-function cutoff 700 eV; density cutoff ratio 5; exchange-correlation grid ratio 1; k mesh 2 x 2 x 1, shifted by 0.5 0.5 0.5 of a step; self-consistency stop 5e-08 eV per atom in the density residual; occupations fixed; spin none; net charge 0.

Cell vectors (angstrom)
a  10.938  0  0
b  0  10.938  0
c  0  0  30.9755

Atoms: element, x, y, z (angstrom)
Si  10.5028  0.7714  23.5163
Si  5.8472  10.7875  23.8063
B  2.1619  3.6664  24.4004
Si  8.9126  2.6606  23.5843
B  0.9524  4.9304  24.4366
Si  5.1921  6.0001  23.7434
Si  3.4086  7.6116  23.4854
Si  7.5625  9.0645  23.7088
Si  1.4595  1.7224  24.7747
Si  7.0371  1.6054  24.8319
Si  4.1007  4.1278  24.7241
Si  9.9648  4.3092  24.9354
Si  1.4167  6.8602  24.6296
Si  6.9138  7.0433  24.9068
Si  4.0879  9.5776  24.805
Si  9.5999  9.8124  24.7404
Si  2.6696  0.0697  26.0987
Si  8.191  0.0593  26.2226
Si  -0.0106  2.7018  26.3197
Si  5.4578  2.7799  26.1439
Si  2.6595  5.4301  26.1362
Si  8.2656  5.4979  26.144
Si  -0.0021  8.2419  26.0587
Si  5.4207  8.2484  26.2577
Si  4.1018  1.3673  27.5572
Si  9.5708  1.3673  27.5572
Si  1.3673  4.1018  27.5572
Si  6.8362  4.1018  27.5572
Si  4.1018  6.8362  27.5572
Si  9.5708  6.8362  27.5572
Si  1.3673  9.5708  27.5572
Si  6.8362  9.5708  27.5572
Si  0  0  28.9245
Si  5.469  0  28.9245
Si  2.7345  2.7345  28.9245
Si  8.2035  2.7345  28.9245
Si  0  5.469  28.9245
Si  5.469  5.469  28.9245
Si  2.7345  8.2035  28.9245
Si  8.2035  8.2035  28.9245
Si  1.3673  1.3673  30.2917
Si  6.8362  1.3673  30.2917
Si  4.1018  4.1018  30.2917
Si  9.5708  4.1018  30.2917
Si  1.3673  6.8362  30.2917
Si  6.8362  6.8362  30.2917
Si  4.1018  9.5708  30.2917
Si  9.5708  9.5708  30.2917
Si  2.7345  0  0.6835
Si  8.2035  0  0.6835
Si  0  2.7345  0.6835
Si  5.469  2.7345  0.6835
Si  2.7345  5.469  0.6835
Si  8.2035  5.469  0.6835
Si  0  8.2035  0.6835
Si  5.469  8.2035  0.6835
Si  4.1018  1.3673  2.0507
Si  9.5708  1.3673  2.0507
Si  1.3673  4.1018  2.0507
Si  6.8362  4.1018  2.0507
Si  4.1018  6.8362  2.0507
Si  9.5708  6.8362  2.0507
Si  1.3673  9.5708  2.0507
Si  6.8362  9.5708  2.0507
Si  0  0  3.418
Si  5.469  0  3.418
Si  2.7345  2.7345  3.418
Si  8.2035  2.7345  3.418
Si  0  5.469  3.418
Si  5.469  5.469  3.418
Si  2.7345  8.2035  3.418
Si  8.2035  8.2035  3.418
Si  1.3862  1.3067  4.7516
Si  6.8618  1.3871  4.8551
Si  4.1318  4.0772  4.657
Si  9.5727  4.0705  4.9
Si  1.4184  6.8051  4.8546
Si  6.8474  6.7882  4.7453
Si  4.1114  9.5304  4.8709
Si  9.6077  9.5532  4.7171
Si  2.7133  0.0007  6.2306
Si  8.2941  -0.0594  6.1374
Si  0.1033  2.6296  6.2068
Si  5.5566  2.9446  6.1491
Si  2.9969  5.502  6.1417
Si  8.0702  5.4083  6.2732
Si  -0.0363  8.1963  6.1544
Si  5.4351  8.0251  6.2076
Si  3.7864  1.8537  7.3354
Si  10.0824  0.8015  7.5279
Si  1.9776  3.6632  7.2944
B  6.15  4.8561  6.6356
B  4.8924  6.1056  6.6186
Si  9.0258  7.3394  7.3649
Si  0.9983  9.8074  7.591
Si  7.2893  9.0592  7.2831
O  1.265  4.3901  8.6128
O  4.5425  1.1839  8.6697
O  6.8672  9.6485  8.7743
O  9.473  7.193  8.9573
O  9.3732  1.3254  8.9756
O  1.517  8.8769  8.9475
O  8.5955  3.3869  22.1014
O  10.6061  11.2032  21.9242
O  3.2118  7.547  21.8208
O  5.8621  5.5891  22.277
O  5.1594  0.2976  22.3452
O  7.3807  8.9824  22.0482
Si  3.6906  7.6977  15.1753
Si  6.9039  9.873  10.378
Si  6.3859  5.9092  20.7718
Si  4.3172  0.3371  10.0455
Si  9.9863  7.0137  10.4835
Si  1.7893  2.5184  14.5774
Si  2.9231  6.7564  12.4982
Si  9.4659  0.7438  10.5035
Si  4.8634  5.0569  16.4878
Si  0.79  4.4938  10.1439
Si  0.77  5.0898  13.9803
Si  2.2381  9.8265  19.1656
Si  2.3574  4.8704  18.53
Si  10.7308  5.9105  16.8692
Si  5.5358  10.141  15.8152
Si  5.2478  4.6266  12.3296
Si  7.7166  3.8211  13.95
Si  5.4312  1.0563  20.9403
Si  8.0635  8.4528  20.6726
Si  10.1768  9.8537  14.4978
Si  7.7851  5.8114  16.3544
Si  7.5934  8.252  14.6209
Si  10.5469  10.3013  20.5666
Si  9.095  1.4116  18.562
Si  9.7817  3.4034  11.933
Si  6.6772  10.377  18.6917
Si  2.5314  8.8286  10.2666
Si  3.3333  1.9553  19.1453
Si  3.0326  2.6523  11.6564
Si  7.778  3.1556  20.7009
Si  1.1225  8.4994  16.5783
Si  0.2615  9.7505  11.6173
Si  9.6737  1.7264  15.4853
Si  4.2973  2.0343  16.2192
Si  3.5532  7.2058  20.2553
Si  7.1772  6.9876  11.797
O  2.9499  7.3546  10.9391
O  8.3613  3.9707  12.4586
O  1.8963  4.1484  14.7003
O  4.2036  2.0611  20.5318
O  9.5313  1.7944  11.7631
O  -0.0012  7.4996  17.2143
O  6.807  1.897  21.045
O  7.4389  9.0983  19.3258
O  8.2904  10.5986  10.8421
O  4.5865  6.3468  15.4893
O  3.2276  1.2252  10.8799
O  9.6198  8.9502  20.7214
O  7.046  7.3267  13.393
O  10.8882  -0.048  10.5019
O  8.0134  5.0693  14.9274
O  7.738  6.8481  20.6354
O  10.4326  8.3851  11.2151
O  8.4459  2.5436  14.7238
O  6.7142  9.625  14.8012
O  10.0903  0.3458  19.3231
O  0.9205  5.0608  17.7271
O  8.8134  2.7183  19.5078
O  1.9798  3.7412  10.9991
O  2.2996  7.5188  16.0088
O  10.752  10.3125  13.0581
O  5.5706  10.8774  19.7677
O  5.7432  10.9678  10.7914
O  4.3285  1.9448  17.8463
O  5.1037  6.6503  20.0292
O  2.3904  2.1707  13.091
O  1.6597  9.5541  17.6732
O  1.8614  9.5373  11.5789
O  2.624  0.4816  19.1804
O  9.1318  8.6375  14.2784
O  3.4459  7.8701  13.568
O  2.7567  1.8423  15.6968
O  2.3724  3.3011  19.0777
O  3.7792  9.7459  9.7712
O  3.9212  5.4913  12.7127
O  3.3575  8.6482  19.4642
O  6.1871  5.6985  11.486
O  4.8289  3.5403  15.8283
O  -0.0811  5.7047  15.232
O  7.6877  0.6443  18.2769
O  0.5123  9.3799  15.3697
O  4.2674  9.1507  15.6044
O  0.3841  6.0494  10.4836
O  9.3975  0.1476  15.2105
O  10.8399  4.0804  13.0032
O  0.2388  2.062  14.8935
O  9.6698  1.9482  17.1171
O  9.1563  5.5649  17.2433
O  6.1203  3.9291  13.544
O  6.9021  4.4522  20.2093
O  2.5173  6.029  19.7007
O  3.6919  5.0789  17.6112
O  1.0817  9.6735  20.2957
O  10.2846  3.7703  10.4245
O  4.5385  3.3307  11.594
O  1.4455  6.253  13.0484
O  6.4042  5.2604  17.0634
O  8.6851  6.5199  11.3512
O  7.5736  7.4007  16.0172
O  5.1903  0.7987  15.5864
O  5.9392  9.8837  17.3569
O  6.744  8.3832  11.0445

Results
free energy: -126363.596 eV
free energy less fixed offsets of B -155.45, O -569.03, Si -635.61 eV per atom: 0.624 eV

Forces (eV/angstrom), in the order of the atoms: element, x, y, z
Si  -0.0647  0.0362  -0.0629
Si  -0.0207  -0.0614  -0.0468
B  -0.0387  0.0266  -0.0754
Si  0.0537  -0.0179  -0.0256
B  -0.0444  -0.1191  -0.1204
Si  -0.0639  0.04  -0.0669
Si  0.0364  -0.1024  -0.0556
Si  -0.0897  -0.0201  -0.0825
Si  -0.0284  -0.0962  -0.0906
Si  -0.0216  -0.0232  0.0006
Si  -0.1002  -0.0454  0.0676
Si  -0.098  -0.05  -0.1041
Si  0.0052  -0.0242  0.086
Si  0.0293  0.0293  0.024
Si  0.013  -0.0262  0.0122
Si  -0.0436  -0.0457  0.0205
Si  0.0198  0.0133  0.0774
Si  0.0378  0.0428  -0.0013
Si  0.0951  0.1169  -0.0702
Si  0.0276  0.0342  0.0893
Si  0.1136  0.091  0.047
Si  0.0105  0.0319  0.079
Si  0.0281  0.0206  0.0451
Si  0.0027  0.0164  -0.0298
Si  0.0332  -0.0832  -0.5779
Si  -0.3322  -0.373  0.9448
Si  -0.0849  -0.1796  0.7752
Si  0.0935  0.3113  -0.464
Si  -0.2855  -0.1801  0.2777
Si  0.2539  0.3574  -0.3963
Si  -0.1391  0.214  -0.7155
Si  -0.1256  0.3192  0.335
Si  -0.0897  -0.0381  0.0204
Si  0.099  0.0193  -0.023
Si  0.0805  0.1582  -0.0205
Si  0.071  -0.0506  0.0024
Si  0.1574  0.0761  -0.0367
Si  -0.0007  -0.0678  -0.0739
Si  -0.0735  -0.0905  -0.1117
Si  0.1058  0.0796  -0.0633
Si  0.0214  -0.0342  -0.0026
Si  -0.1145  0.0612  0.0229
Si  0.0375  -0.1013  0.0355
Si  -0.0566  0.0585  -0.0154
Si  -0.103  0.0037  0.0266
Si  -0.0075  0.1108  0.0066
Si  0.1056  0.068  -0.0087
Si  0.0108  -0.0016  0.0344
Si  -0.0116  -0.0616  -0.0084
Si  0.0501  0.0265  -0.0081
Si  -0.0235  0.0035  -0.0178
Si  0.0936  -0.02  0.0108
Si  0.0271  0.0546  -0.0089
Si  0.0634  -0.1321  -0.0167
Si  0.0639  0.0178  0.0033
Si  -0.0643  0.0133  -0.0196
Si  -0.022  0.0154  0.0024
Si  0.0319  0.0177  0.0388
Si  -0.0719  -0.0703  0.0205
Si  -0.0263  0.0973  -0.0054
Si  0.0784  0.0019  0.0223
Si  -0.0751  0.0138  0.0438
Si  -0.0506  0.0433  0.0051
Si  -0.0296  -0.01  0.0615
Si  0.1161  -0.0707  -0.648
Si  0.0207  -0.0216  0.7772
Si  -0.2972  -0.4595  -0.5172
Si  0.1732  0.0329  0.4675
Si  0.0218  -0.1733  0.7997
Si  0.1832  0.0036  -1.007
Si  -0.0216  0.0482  0.4399
Si  0.0827  -0.0619  -0.44
Si  0.0187  0.0098  0.0677
Si  -0.0047  0.019  -0.061
Si  0.0174  0.001  0.1066
Si  -0.0262  0.007  -0.0369
Si  0.0031  -0.0044  -0.0629
Si  0.0188  0.0248  0.0766
Si  -0.0002  -0.0046  -0.052
Si  0.0001  -0.0069  0.0645
Si  -0.0265  -0.0136  -0.0092
Si  0.0252  0.0132  -0.0083
Si  -0.016  -0.0327  -0.0118
Si  -0.0055  0.0229  -0.013
Si  -0.0353  -0.0316  -0.0116
Si  0.081  0.0319  -0.0626
Si  0.0246  0.0158  -0.0118
Si  -0.0079  -0.0072  -0.0531
Si  -0.0049  0.0331  0.0326
Si  0.0067  -0.0343  0.0435
Si  0.0253  -0.0202  0.0335
B  -0.1356  0.0264  0.0407
B  0.09  -0.0384  0.0637
Si  -0.0451  0.0575  0.0501
Si  -0.0393  0.0009  0.0275
Si  0.0393  -0.0379  0.0519
O  -0.0068  -0.0008  0.026
O  -0.0101  -0.0157  0.0198
O  -0.0074  0.0036  0.0172
O  0.0087  -0.0188  0.0193
O  0.0014  -0.0103  -0.001
O  0.0074  0.0187  0.008
O  -0.0065  -0.008  0.0001
O  0.0095  -0.0146  -0.0122
O  0.0075  0.0024  0.0121
O  -0.0094  0.0096  0.0251
O  0.0227  0.0231  -0.0392
O  0.0464  -0.0039  -0.0349
Si  -0.0085  -0.0006  -0.0114
Si  -0.0025  0.0066  -0.0041
Si  0.0182  -0.0024  -0.0221
Si  0.0033  0.0047  -0.0092
Si  0.0059  -0.0007  -0.0089
Si  0.0036  -0.0004  -0.004
Si  -0.0021  0.0053  -0.0057
Si  0.0049  -0.002  -0.0084
Si  0.0021  0.0024  -0.0066
Si  0.0032  0.0022  -0.0153
Si  0.0012  0.0048  -0.0044
Si  -0.0035  0.0013  -0.0034
Si  -0.0033  0  -0.0034
Si  0.0001  0.0076  -0.0061
Si  0.0057  -0.0039  -0.0025
Si  0.0008  -0.0055  0.0008
Si  -0.0033  0.0005  -0.0043
Si  -0.0044  -0.0139  0.0246
Si  0.0018  0.0152  0.0224
Si  0.003  0.0037  -0.0072
Si  0.0021  0.0089  -0.0086
Si  0.0014  0.0014  -0.0025
Si  -0.0015  0.0012  0.0043
Si  0.0039  0.0051  -0.0043
Si  -0.0011  -0.0033  -0.0082
Si  -0.0024  -0.0008  -0.0004
Si  -0.0003  0.0049  -0.006
Si  0.0075  -0.0014  -0.0019
Si  -0.001  -0.0049  -0.0091
Si  0.0014  -0.0065  -0.0016
Si  0.0004  0.0031  -0.005
Si  0.0003  0.0069  -0.0052
Si  -0.0003  0.001  -0.0012
Si  0.0019  -0.0053  0.0015
Si  0.0026  0.0017  -0.0081
Si  0.0013  0.0032  -0.0035
O  0.0114  -0.0038  0.0191
O  0.0166  -0.0083  0.0201
O  -0.0117  -0.0124  -0.0164
O  0.0115  -0.0171  -0.0186
O  -0.0061  -0.0112  -0.0021
O  0.0187  -0.0116  -0.0173
O  -0.0029  0.0116  -0.0206
O  -0.0035  0.0158  0.01
O  0.0057  0.0042  -0.017
O  -0.0072  0.0047  0.0231
O  0.0124  -0.0037  -0.0029
O  -0.0086  0.0154  -0.0031
O  0.0121  0.014  -0.0025
O  -0.0171  -0.0035  0.031
O  -0.0132  -0.0022  0.0147
O  -0.0251  0.0057  0.0024
O  0.0165  0.0202  -0.0045
O  0.0176  -0.0017  0.001
O  -0.0005  -0.0186  0.0185
O  -0.0115  0.0045  0.0128
O  0.0122  0.0204  -0.0023
O  -0.013  -0.0188  0.009
O  0.0098  -0.0058  0.01
O  0.0004  0.0128  -0.0051
O  -0.0029  -0.0163  0.0036
O  0.0141  0.0136  -0.0036
O  0.0083  -0.0026  -0.0094
O  -0.0173  0.0072  -0.0024
O  -0.0157  0.0007  0.0206
O  -0.0074  0.0197  0.0141
O  0.0044  -0.0167  0.0169
O  -0.0212  -0.0006  -0.0183
O  0.0115  0.0128  -0.0007
O  -0.0078  0.0159  0.0127
O  -0.0059  -0.025  0.0078
O  0.0168  0.0152  -0.009
O  0.0137  0.003  0.0021
O  -0.0142  0.0124  0.0113
O  -0.0115  0.0154  -0.0067
O  -0.0201  -0.0085  0.0084
O  0.0082  0.0114  0.0207
O  -0.0004  -0.0017  0.004
O  0.0147  0.0026  0.0161
O  0.0087  -0.0074  0.0201
O  -0.0114  -0.0088  0.006
O  0.0231  0.0093  -0.0046
O  -0.0127  0.0082  -0.0019
O  0.0184  0.0045  -0.0065
O  0.0102  0.0178  0.0064
O  0.0003  0.0049  0.0134
O  -0.0109  -0.0145  -0.0015
O  0.0013  0.0004  -0.0124
O  -0.0063  0.0141  -0.0059
O  0.0079  -0.0107  0.0146
O  0.0218  0.0093  -0.0043
O  -0.004  -0.0015  -0.0017
O  0.0032  0.0135  -0.0197
O  0.0229  0.0061  0.0167
O  -0.0086  -0.0025  -0.0031
O  0.0126  -0.0173  0.0166
O  -0.0007  0.0104  -0.0133
O  -0.0186  0.0115  0.0024
O  0.0039  -0.0106  -0.022
O  -0.0224  0.0034  0.022
O  0.0154  0.0211  -0.0025
O  0.0167  -0.0026  0.0044

The program warned: the cutoff lies below the one the program advises for these potential files; the forces do not sum to zero within the program's tolerance; the exchange-correlation potential is rough where the density is thin.
